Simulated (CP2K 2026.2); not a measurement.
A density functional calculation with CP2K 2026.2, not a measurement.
Periodic cell of 513 atoms, Si351O162, from a study of silicon, its oxide and their interface. The atomic structure is a simulated model.
Doubt: the forces sum to 2.28 eV/angstrom along one axis rather than to zero, so they err by at least 0.0045 eV/angstrom per atom on average; the grid cutoff is modest.

Settings
functional: PBE
method: Gaussian and plane waves
basis set: DZVP-MOLOPT-SR-GTH
pseudopotentials: GTH-PBE
grid cutoff: 300 Ry, relative cutoff 40 Ry
k points: Gamma only
occupations: fixed
spin: none
net charge: 0

Cell vectors (angstrom)
a 16.407 0 0
b 0 16.407 0
c -0.426 0.1858 34.4618

Atoms and the computed forces on them: element, x, y, z (angstrom), force x, y, z (eV/angstrom)
Si 0.135 0.051 0.169 -0.135 0.077 0.165
Si 2.401 3.104 0.238 0.073 -0.008 0.238
Si -0.397 5.38 34.377 -0.062 0.079 0.217
Si 2.561 8.226 0.199 -0.009 0.034 0.186
Si 15.258 11.566 34.351 0.049 0.031 0.2
Si 2.305 14.05 0.115 0.107 -0.126 0.201
Si 5.496 0.109 0.478 -0.136 -0.059 0.18
Si 7.831 2.799 0.297 0.078 -0.01 0.195
Si 5.89 5.266 0.254 -0.102 0.022 0.195
Si 7.913 8.347 0.177 0.085 -0.012 0.206
Si 5.779 10.716 0.086 -0.145 0.082 0.229
Si 7.528 14.08 0.107 0.099 -0.15 0.175
Si 11.267 16.069 0.14 -0.004 -0.082 0.175
Si 12.796 2.754 34.317 0.124 -0.023 0.214
Si 11.116 4.986 0.154 -0.021 0.052 0.22
Si 12.713 8.868 34.32 0.087 -0.154 0.224
Si 10.993 11.008 0.206 -0.095 0.007 0.221
Si 13.539 13.778 0.327 -0.018 0.033 0.019
Si 1.25 1.553 1.569 0.004 0.003 -0.056
Si 4.041 4.288 1.439 -0.005 -0.007 -0.084
Si 1.054 6.878 1.373 0.007 -0.004 -0.055
Si 4.053 9.612 1.361 0.012 -0.008 -0.049
Si 1.118 12.333 1.228 -0.013 0.024 -0.058
Si 3.919 15.108 1.484 -0.017 0.037 -0.049
Si 6.664 1.537 1.843 0.008 -0.004 -0.082
Si 9.511 3.957 1.528 0.016 -0.002 -0.058
Si 6.896 6.829 1.647 -0.006 -0.016 -0.063
Si 9.439 9.681 1.399 -0.001 -0.006 -0.043
Si 6.702 12.346 1.51 -0.009 0.042 -0.069
Si 9.463 15.012 1.268 -0.022 0.014 -0.065
Si 12.26 1.235 1.549 0.008 0.002 -0.066
Si 14.853 3.954 1.167 -0.005 0.002 -0.051
Si 12.191 6.855 1.184 0.003 0.003 -0.039
Si 14.735 9.721 1.312 -0.005 0.016 -0.054
Si 12.184 12.401 1.642 -0.001 -0.015 -0.049
Si 14.983 15.197 1.481 0.011 -0.002 -0.035
Si 16.194 2.844 2.821 -0.002 -0.01 -0.004
Si 2.603 0.101 2.871 0.007 -0.028 0.011
Si 16.14 8.308 2.683 0.007 -0.006 0.008
Si 2.573 5.621 2.762 0.003 0.007 0.025
Si 16.319 13.723 2.77 0.006 -0.007 0.007
Si 2.564 10.989 2.639 0.006 -0.002 0.011
Si 5.251 2.942 3 -0.014 -0.002 0.009
Si 8.172 16.412 2.82 0.016 0.014 0.051
Si 5.38 8.248 2.821 -0.016 0 0.005
Si 8.241 5.433 2.933 0.007 0.011 0.013
Si 5.28 13.707 2.835 0.013 -0.011 0.03
Si 8.117 11.017 2.849 0.017 0 0.014
Si 10.857 2.617 2.88 -0.018 0.01 0.018
Si 13.647 0.034 2.946 0.005 0.008 -0.001
Si 10.835 8.216 2.686 -0.006 -0.005 0.013
Si 13.574 5.471 2.586 -0.004 0.012 0.007
Si 10.735 13.759 2.853 -0.007 -0.009 0.008
Si 13.537 10.984 2.9 -0.006 -0.011 0.015
Si 1.228 4.205 4.135 0.001 0.001 0.003
Si 3.948 1.452 4.27 -0.001 0.006 0.001
Si 1.2 9.628 4.05 0.008 0.004 -0.007
Si 3.953 6.934 4.176 -0.003 -0.001 -0.005
Si 1.243 15.092 4.188 -0.013 0.011 0.008
Si 3.894 12.327 4.139 0.001 0.01 -0.026
Si 6.738 4.208 4.291 -0.005 0.003 0
Si 9.475 1.336 4.272 -0.012 -0.015 -0.023
Si 6.725 9.635 4.181 0.007 -0.003 0.002
Si 9.544 6.897 4.203 0.005 -0.003 -0.002
Si 6.729 15.066 4.16 0.005 -0.008 -0.022
Si 9.448 12.362 4.244 0.003 0.002 -0.004
Si 12.222 4.142 4.089 -0.004 -0.007 -0.017
Si 14.947 1.454 4.267 -0.001 -0.001 0
Si 12.154 9.565 4.161 0.001 0.007 0.003
Si 14.862 6.865 4.067 0.001 0.002 -0.006
Si 12.171 15.091 4.212 0.006 0.005 0.006
Si 14.946 12.379 4.182 0.002 -0.001 0.001
Si 16.301 0.051 5.583 0.002 -0.004 0.004
Si 2.553 2.826 5.569 0 -0.009 0
Si 16.268 5.567 5.497 0.004 0.007 -0.003
Si 2.567 8.301 5.501 0.004 -0.004 -0.001
Si 16.307 10.987 5.511 0 0.002 0
Si 2.602 13.719 5.549 0.005 -0.007 0.001
Si 5.374 0.053 5.546 0.009 0.002 0
Si 8.093 2.761 5.583 0.001 -0.008 0.005
Si 5.333 5.588 5.58 -0.001 0.005 0.002
Si 8.105 8.261 5.537 -0.004 -0.005 -0.004
Si 5.311 10.991 5.519 -0.01 0.006 0.004
Si 8.058 13.718 5.582 0 0.002 0.001
Si 10.848 16.431 5.635 -0.004 0.005 -0.001
Si 13.546 2.822 5.562 0.003 0.001 0.001
Si 10.887 5.497 5.536 0.003 0.004 -0.004
Si 13.533 8.206 5.513 -0.004 -0.006 0
Si 10.823 10.961 5.554 -0.001 0 0.002
Si 13.546 13.711 5.555 -0.004 -0.009 0
Si 1.238 1.43 6.949 0.002 -0.004 0.002
Si 3.965 4.182 6.915 -0.003 0.001 -0.004
Si 1.226 6.918 6.885 0 0 -0.003
Si 3.949 9.636 6.899 0.004 0 -0.003
Si 1.242 12.349 6.916 0 0.006 0.001
Si 3.994 15.086 6.905 -0.001 0.001 -0.005
Si 6.726 1.405 6.944 -0.002 -0.001 0
Si 9.476 4.154 6.909 -0.003 -0.001 -0.005
Si 6.716 6.932 6.932 0.001 0.002 0.002
Si 9.447 9.621 6.929 -0.003 0.003 -0.002
Si 6.68 12.349 6.919 0.002 0.001 -0.001
Si 9.448 15.067 6.956 0.004 -0.005 0.002
Si 12.196 1.442 6.951 -0.002 -0.001 0
Si 14.928 4.185 6.906 -0.001 -0.002 -0.004
Si 12.207 6.863 6.932 0 -0.005 0.003
Si 14.923 9.603 6.863 0.002 0.002 -0.006
Si 12.192 12.333 6.921 0.003 -0.004 -0.003
Si 14.904 15.096 6.926 -0.006 0.008 -0.001
Si 16.267 2.799 8.294 -0.002 -0.003 0
Si 2.629 0.054 8.277 0.002 0.002 0
Si 16.278 8.266 8.275 0.002 0 -0.003
Si 2.591 5.549 8.273 0.005 -0.003 -0.001
Si 16.279 13.72 8.279 -0.002 -0.001 -0.003
Si 2.609 10.997 8.295 -0.001 0.001 -0.001
Si 5.344 2.798 8.269 0.001 -0.003 -0.001
Si 8.098 0.048 8.315 0 0 0.002
Si 5.332 8.29 8.288 0 0 0.001
Si 8.089 5.53 8.267 -0.002 0 -0.001
Si 5.347 13.731 8.298 -0.002 0.001 -0.001
Si 8.067 10.991 8.286 -0.002 -0.002 0
Si 10.819 2.793 8.312 -0.002 0.002 -0.001
Si 13.554 0.06 8.31 0.001 -0.001 0.002
Si 10.82 8.24 8.277 -0.002 -0.001 0
Si 13.57 5.519 8.309 0.004 0.003 0.002
Si 10.823 13.701 8.303 -0.001 -0.001 0
Si 13.567 10.965 8.264 -0.004 0 -0.004
Si 1.236 4.166 9.649 -0.002 0.001 -0.002
Si 3.991 1.427 9.639 0.001 -0.001 -0.001
Si 1.233 9.628 9.659 0.001 -0.001 0.002
Si 3.966 6.908 9.649 -0.002 0.001 0
Si 1.247 15.096 9.639 0 0.001 -0.001
Si 3.978 12.365 9.659 0.001 0 -0.003
Si 6.722 4.158 9.636 -0.001 -0.001 -0.001
Si 9.461 1.419 9.686 0.001 0 0.003
Si 6.706 9.641 9.668 0 0.003 0
Si 9.447 6.889 9.651 -0.003 0 -0.001
Si 6.727 15.093 9.669 0.003 0.001 0.001
Si 9.447 12.346 9.664 -0.001 0.001 -0.003
Si 12.191 4.154 9.673 0.001 -0.002 -0.001
Si 14.911 1.43 9.677 0 0 0.001
Si 12.197 9.603 9.635 0.002 0 -0.001
Si 14.928 6.895 9.662 0.001 -0.001 0.001
Si 12.179 15.092 9.672 -0.003 0.003 0.001
Si 14.911 12.352 9.642 0.001 -0.001 -0.002
Si -0.118 16.458 11.022 0.001 0 0.002
Si 2.615 2.788 10.998 0.001 -0.001 -0.001
Si -0.132 5.517 11.033 0.003 0 0
Si 2.597 8.26 11.039 0.001 0 0.001
Si 16.265 10.996 11.022 -0.002 0.003 -0.002
Si 2.613 13.736 11.014 -0.001 -0.001 -0.003
Si 5.365 0.079 11.013 -0.002 0.003 0.002
Si 8.087 2.801 11.028 -0.003 0 0.001
Si 5.346 5.526 10.995 0.003 -0.001 -0.001
Si 8.085 8.264 11.022 -0.002 -0.001 0.002
Si 5.352 11.017 11.038 -0.002 0 0.001
Si 8.103 13.734 11.04 0 -0.002 0.003
Si 10.827 16.459 11.069 0 -0.002 0.004
Si 13.537 2.781 11.056 -0.002 0.001 0.002
Si 10.813 5.525 11.022 -0.001 0.003 -0.001
Si 13.549 8.247 11.026 0.001 0.002 0.001
Si 10.832 10.968 11.002 -0.001 -0.003 -0.002
Si 13.553 13.718 11.028 0.002 0 -0.002
Si 1.256 1.423 12.374 0.002 -0.002 0.002
Si 3.978 4.156 12.36 -0.003 0.002 -0.002
Si 1.227 6.874 12.408 -0.003 -0.003 0.003
Si 3.976 9.646 12.39 0.001 0.003 0
Si 1.223 12.38 12.369 0.001 -0.002 -0.001
Si 3.999 15.114 12.357 0.004 0.002 -0.003
Si 6.722 1.444 12.402 0.004 -0.001 0.004
Si 9.462 4.158 12.4 0 0.001 -0.002
Si 6.716 6.882 12.37 -0.005 0.001 -0.002
Si 9.483 9.616 12.39 0.003 0.003 0
Si 6.735 12.38 12.405 0.001 0.001 0
Si 9.461 15.089 12.443 -0.003 0.002 0.005
Si 12.19 1.42 12.457 0 0.002 0.003
Si 14.897 4.157 12.411 0 -0.002 0
Si 12.178 6.879 12.393 -0.001 -0.003 0.001
Si 14.897 9.625 12.395 0.002 -0.001 0.003
Si 12.187 12.332 12.379 -0.003 0 -0.004
Si 14.915 15.097 12.401 0 0.001 0.001
Si -0.119 2.782 13.739 0 0.006 0
Si 2.633 16.458 13.727 0.004 -0.003 0
Si -0.167 8.24 13.758 0.004 0 -0.001
Si 2.605 5.484 13.751 0.006 -0.003 0.001
Si -0.13 13.731 13.768 0 0.001 0.001
Si 2.58 11.022 13.73 -0.004 0.004 0
Si 5.345 2.824 13.753 -0.004 0.003 0.002
Si 8.089 0.091 13.789 -0.005 0 0.005
Si 5.35 8.252 13.727 -0.004 0 0
Si 8.094 5.531 13.751 -0.001 0.002 0.003
Si 5.379 13.79 13.744 -0.002 0.001 -0.001
Si 8.135 11.011 13.741 0 -0.002 -0.003
Si 10.811 2.808 13.813 -0.002 -0.006 0.005
Si 13.58 16.458 13.821 -0.003 -0.002 0.006
Si 10.837 8.24 13.78 0 -0.001 0.002
Si 13.503 5.505 13.788 0.001 0.003 0
Si 10.856 13.687 13.776 0.005 -0.006 -0.001
Si 13.521 10.969 13.783 -0.001 0.003 0
Si 1.22 4.125 15.134 -0.007 -0.005 0.003
Si 3.975 1.436 15.09 0.002 -0.004 0.003
Si 1.225 9.612 15.079 -0.004 0 0.002
Si 3.963 6.881 15.08 -0.002 0 0
Si 1.257 15.119 15.107 0 0 0.003
Si 3.957 12.44 15.038 0.009 0.002 -0.005
Si 6.717 4.198 15.125 0.003 0.007 -0.002
Si 9.443 1.452 15.187 0.004 0.001 0.003
Si 6.784 9.6 15.044 0.005 0.004 -0.004
Si 9.475 6.865 15.139 -0.001 -0.001 0.005
Si 6.724 15.156 15.172 -0.002 0.007 0.005
Si 9.489 12.349 15.173 -0.002 0 0.003
Si 12.168 4.152 15.227 -0.007 0.005 -0.001
Si 14.979 1.442 15.172 0.007 -0.002 0.002
Si 12.175 9.592 15.195 -0.001 -0.003 0.008
Si 14.831 6.898 15.14 -0.001 -0.003 0.004
Si 12.221 15.038 15.157 -0.007 0.002 0.001
Si 14.91 12.334 15.121 0.001 -0.001 -0.003
Si -0.015 0.1 16.545 -0.004 -0.006 0.009
Si 2.575 2.713 16.487 0.007 0.016 -0.001
Si -0.184 5.532 16.437 -0.001 0.001 0.005
Si 2.575 8.231 16.431 0.011 0.002 -0.002
Si -0.171 10.911 16.459 0.002 0.004 -0.005
Si 2.612 13.774 16.482 0.001 -0.004 -0.009
Si 5.33 0.151 16.528 -0.006 -0.005 0.008
Si 8.036 2.84 16.545 0 -0.005 -0.002
Si 5.368 5.6 16.474 -0.011 0.001 0
Si 8.14 8.257 16.482 -0.004 -0.003 0.008
Si 5.368 11.02 16.237 0 -0.002 0.005
Si 8.166 13.81 16.497 -0.008 -0.006 0.008
Si 10.845 16.434 16.476 0.005 -0.004 0.008
Si 13.613 2.798 16.554 0.005 -0.002 -0.011
Si 10.765 5.517 16.612 0.008 0.008 0.005
Si 13.492 8.213 16.624 0.009 -0.001 0.004
Si 10.786 10.917 16.586 0.013 0.014 0
Si 13.618 13.692 16.553 -0.003 -0.005 -0.003
Si 1.315 1.416 18.078 -0.013 0.002 0.004
Si 3.935 4.175 17.677 -0.006 -0.017 -0.005
Si 1.107 6.917 17.807 -0.009 -0.014 -0.008
Si 4.094 9.618 17.585 0.008 0.015 -0.006
Si 1.276 12.247 17.717 -0.016 -0.004 -0.014
Si 3.888 15.266 17.875 0.017 -0.005 -0.007
Si 6.633 1.56 17.957 0.013 -0.01 -0.003
Si 9.375 4.146 17.986 0.013 0.003 -0.013
Si 6.757 6.983 17.869 0.017 0.001 -0.01
Si 9.419 9.523 18.029 -0.01 0.003 -0.01
Si 6.686 12.371 17.601 0.004 0 -0.029
Si 9.482 15.212 17.97 0.02 0.008 -0.017
Si 12.331 1.264 17.811 -0.024 -0.016 -0.014
Si 14.92 4.258 17.927 0.015 0.018 -0.028
Si 12.049 6.903 18.059 0.004 -0.007 -0.007
Si 14.945 9.547 17.954 -0.003 0.012 0.003
Si 12.224 12.271 17.869 -0.016 0.004 -0.009
Si 15.106 15.058 17.863 0.01 0.011 -0.025
Si -0.046 2.977 19.3 0.004 -0.016 0.046
Si 2.707 16.491 19.649 -0.003 0.005 0.038
Si -0.144 8.175 19.43 0.01 0.005 0.052
Si 2.57 5.539 18.957 0.011 0.008 0.048
Si 0.084 13.621 19.162 0.003 -0.012 0.061
Si 2.681 10.821 18.937 0.008 0.007 0.048
Si 5.19 2.993 19.241 -0.021 0.041 0.078
Si 7.986 0.226 19.362 0.012 -0.036 0.051
Si 5.439 8.492 19.143 -0.028 -0.014 0.036
Si 7.926 5.574 19.367 -0.026 0.006 0.078
Si 5.298 13.74 18.886 0.005 -0.017 0.068
Si 7.878 10.99 19.074 -0.002 0.033 0.07
Si 10.888 2.612 19.049 0.015 0.01 0.055
Si 13.774 16.379 19.279 0.001 0.017 0.041
Si 10.665 8.151 19.642 -0.012 0.001 0.059
Si 13.502 5.573 19.367 -0.02 -0.025 0.058
Si 10.947 13.716 19.209 -0.024 0.005 0.051
Si 13.533 10.87 19.296 0.02 0.011 0.056
Si 1.488 4.278 20.614 -0.093 0.004 -0.192
Si 3.753 2.063 20.861 0.069 -0.15 -0.253
Si 1.821 9.152 20.384 -0.134 -0.005 -0.219
Si 3.967 6.989 20.07 -0.006 0.005 -0.106
Si 1.759 14.466 20.667 -0.037 0.098 -0.285
Si 3.995 12.3 20.152 -0.005 -0.014 -0.132
Si 6.057 4.744 20.588 0.076 -0.062 -0.271
Si 9.553 1.514 20.639 -0.039 -0.017 -0.208
Si 6.264 10.215 20.679 0.084 -0.085 -0.265
Si 9.082 6.737 21.059 0.087 0.057 -0.338
Si 6.745 14.841 20.327 -0.066 0.124 -0.15
Si 9.082 12.625 20.141 0.136 -0.116 -0.195
Si 12.38 3.781 20.405 -0.09 0.124 -0.215
Si 14.817 1.749 20.538 0.09 -0.135 -0.193
Si 12.314 9.443 20.817 -0.032 -0.024 -0.175
Si 14.565 7.116 20.873 0.079 -0.008 -0.225
Si 12.759 14.62 20.513 -0.067 0.031 -0.2
Si 14.976 12.346 20.422 -0.039 0.003 -0.184
Si 14.931 0.696 23.368 0.002 0.023 0.015
Si 4.867 16.109 25.332 -0.012 -0.061 -0.064
Si 5.745 3.046 23.09 -0.114 0 -0.031
Si 0.508 10.779 22.583 0.013 0.058 -0.05
Si 7.189 8.68 26.204 0.02 0.022 0.08
Si 6.615 14.684 23.353 -0.012 -0.036 0.051
Si 7.463 0.886 24.417 -0.025 -0.001 0.043
Si 7.893 8.925 23.044 -0.031 -0.005 -0.018
Si 4.245 8.25 27.515 0.058 0.011 -0.031
Si 10.81 15.655 22.612 0.031 0.032 -0.018
Si 9.085 13.005 22.976 -0.018 -0.038 0.138
Si -0.042 14.564 23.318 0.054 0.002 0.01
Si 10.054 3.993 22.271 -0.037 0 -0.054
Si 2.649 1.57 25.763 -0.024 0.08 -0.052
Si 10.612 10.605 23.343 0.044 0.157 -0.061
Si 14.445 8.907 26.914 0.042 0.044 -0.048
Si 0.731 4.049 25.498 -0.031 -0.023 0.064
Si 4.277 0.661 27.919 0.026 0.024 0.078
Si 1.748 6.29 27.447 -0.028 0.106 0.067
Si 14.445 10.662 29.272 -0.026 -0.061 -0.039
Si 0.405 9.578 32.451 -0.09 0.086 0.05
Si 5.894 4.106 25.98 -0.075 0.028 -0.083
Si 12.78 8.697 31.168 -0.097 0.049 -0.016
Si 7.724 5.933 27.315 0.05 -0.009 -0.043
Si 5.42 11.366 29.68 -0.018 0.021 -0.042
Si 5.032 8.452 30.52 0.072 0.066 0.009
Si 12.638 12.798 27.93 0.098 -0.049 -0.024
Si 0.173 16.307 25.665 0.002 0.004 0.012
Si 0.075 5.865 23.057 -0.018 0.006 0.003
Si 12.694 10.823 25.537 0.038 0.06 -0.02
Si 0.08 8.653 24.54 0.044 -0.013 -0.022
Si 15.073 12.529 24.885 -0.028 0.016 0.09
Si 5.474 4.797 28.661 -0.048 -0.04 0.001
Si 1.324 14.122 31.601 -0.048 0.08 0.004
Si 15.308 3.734 27.953 -0.018 -0.063 0.033
Si 1.294 11.181 25.336 0.042 -0.005 0.037
Si 3.673 4.154 31.01 0.086 -0.076 -0.051
Si 6.811 2.297 28.147 0.008 -0.077 0.004
Si 9.498 3.472 27.854 -0.045 0.023 0.069
Si 10.033 2.458 25.069 0.019 -0.057 -0.069
Si 6.4 12.6 32.195 -0.008 -0.003 0.006
Si 10.13 8.664 29.865 0.019 -0.011 -0.094
Si 12.479 3.39 29.071 0.034 0.048 -0.012
Si 12.836 1.12 31.394 -0.03 -0.029 0.064
Si 8.253 10.771 28.275 0.05 0.022 0.025
Si 11.618 6.193 29.964 -0.015 0.046 -0.069
Si 12.297 0.5 24.88 0.076 -0.036 0.001
Si 9.892 13.267 29.271 -0.11 -0.05 0.046
Si 15.401 6.775 28.518 0.104 0.038 0.036
Si 3.753 1.775 32.549 0.026 0.049 0.073
Si -0.371 6.546 31.558 0.026 -0.029 -0.09
Si 3.803 6.677 32.644 0.086 0.052 -0.037
Si 15.846 16.485 31.578 0.032 0.029 -0.043
Si 1.129 4.4 29.841 -0.123 -0.066 -0.025
Si 3.009 11.153 27.808 0.055 0.053 0.041
Si 9.424 4.899 31.868 -0.072 -0.05 0.032
Si 9.489 12.859 32.104 -0.004 0.011 -0.027
Si 9.135 1.721 32.543 0.011 -0.013 0.052
Si 14.116 14.99 26.591 0.013 -0.013 0.041
Si 2.212 16.543 30.364 -0.089 0.076 -0.101
Si 7.841 7.354 31.694 -0.046 -0.059 -0.001
Si 10.031 15.715 31.091 0.07 -0.032 -0.094
Si 0.833 11.374 30.154 0.024 -0.02 -0.078
O 15.864 0.765 33.08 -0.01 0.108 0.009
O 0.626 0.654 30.546 -0.03 -0.156 -0.141
O 0.868 4.353 34.086 -0.122 0.31 -0.2
O 2.585 2.476 33.423 0.119 -0.357 -0.336
O 15.374 5.823 32.891 -0.237 0.076 0.108
O 15.251 6.836 30.145 -0.344 -0.126 0.028
O 1.504 9.556 33.652 -0.049 0.261 0.128
O 2.777 7.188 33.775 -0.078 0.047 0.292
O 15.697 10.695 32.972 0.062 -0.094 -0.23
O -0.107 3.486 29.258 0.039 -0.1 0.2
O 1.248 15.283 0.021 0.097 0.097 -0.195
O 2.202 13.978 32.981 0.164 -0.14 -0.058
O 4.811 1.005 33.487 -0.186 0.01 0.064
O 3.052 0.661 31.633 0.064 -0.188 0.102
O 6.426 4.204 34.2 -0.187 -0.105 -0.429
O 7.837 1.974 33.508 -0.076 0.116 -0.018
O 5.236 6.359 33.345 0.119 0.298 -0.425
O 3.249 5.249 32.125 -0.174 0.039 0.319
O 3.906 7.826 31.512 -0.33 0.05 -0.315
O 7.972 7.807 33.256 0.133 0.126 -0.078
O 6.29 9.587 34.233 0.081 -0.07 0.178
O 5.382 11.652 33.066 -0.099 0.047 -0.197
O 7.984 12.18 32.037 0.064 0.039 0.276
O 6.599 14.014 32.99 0.08 0.231 0.138
O 9.005 0.598 31.33 -0.124 0.179 -0.339
O 10.286 0.983 33.481 -0.03 0.162 0.173
O 12.953 1.85 32.9 0.119 -0.166 0.008
O 11.763 4.025 34.052 0.146 -0.013 0.206
O 9.883 5.599 33.262 -0.07 0.154 -0.038
O 11.514 9.976 34.105 0.006 -0.106 -0.315
O 13.215 8.706 32.75 0.056 0.092 -0.066
O 11.586 16.398 31.167 -0.019 -0.066 0.14
O 10.185 12.151 33.38 -0.143 -0.011 0.046
O 14.143 12.807 33.995 0.192 -0.038 -0.102
O 12.002 15.1 34.088 -0.214 0.195 -0.118
O 1.065 5.283 21.872 0.124 0.185 -0.012
O 1.921 2.926 25.176 0.06 0.101 -0.13
O 4.6 2.151 22.309 -0.017 -0.308 0.081
O 2.48 3.075 21.18 -0.087 -0.043 -0.152
O 1.657 10.003 21.764 0.054 -0.023 0.025
O 2.874 7.959 20.88 -0.236 -0.114 -0.046
O 5.262 3.758 24.512 -0.185 0.379 -0.012
O 7.067 5.261 25.948 -0.014 -0.266 -0.219
O 2.945 13.325 20.969 -0.287 0.087 -0.021
O 1.057 14.674 22.141 0.059 0.173 0.136
O 3.133 7.098 27.128 0.007 -0.225 -0.297
O 5.08 11.347 21.011 0.057 -0.087 0.03
O 9.13 2.95 21.384 -0.208 0.012 -0.23
O 6.359 4.184 22.108 0.354 0.214 0.142
O 10.197 0.536 21.812 0.199 0.074 0.258
O 4.956 5.955 20.932 -0.163 -0.093 0.345
O 7.319 8.654 24.561 -0.01 -0.057 -0.02
O 6.825 9.832 22.189 0.004 0.176 0.25
O 9.547 5.531 22.094 0.252 -0.161 0.223
O 8.123 7.625 22.069 -0.15 -0.143 0.007
O 8.053 13.869 20.443 0.002 0.071 0.143
O 6.039 14.855 21.831 -0.372 0.313 -0.016
O 10.064 12.083 23.903 0.2 -0.059 0.279
O 9.159 12.006 21.671 -0.101 -0.217 0.052
O 11.618 4.077 21.828 -0.04 -0.106 0.112
O 15.111 6.335 22.251 0.014 -0.162 -0.002
O 15.434 1.503 22.055 -0.025 -0.048 -0.029
O 15.092 15.527 22.993 0.074 -0.071 -0.324
O 13.457 8.299 21.325 0.037 0.116 0.183
O 11.609 10.358 22.029 -0.182 -0.057 -0.037
O -0.035 4.616 24.142 0.026 -0.29 -0.26
O 15.981 9.651 23.337 -0.175 -0.003 0.025
O 12.209 15.231 21.922 0.217 0.402 0.111
O 15.526 15.799 26.819 0.043 0.374 -0.083
O 15.941 11.532 21.505 0.214 -0.305 0.285
O 13.871 13.473 20.985 -0.002 0.15 -0.142
O 0.644 15.039 24.732 0.037 -0.114 -0.009
O -0.128 11.894 25.802 -0.104 0.044 0.255
O 3.616 0.652 24.749 0.003 0.19 -0.14
O 4.427 15.772 26.889 -0.159 -0.198 0.071
O 4.817 4.574 27.15 -0.122 0.069 -0.019
O 16.069 3.338 26.548 0.096 -0.227 -0.324
O 1.425 11.557 23.734 0.208 -0.171 -0.029
O 5.584 8.415 26.561 -0.053 0.1 -0.212
O 1.887 5.215 28.655 0.194 -0.077 -0.002
O 14.186 7.645 27.888 -0.204 -0.082 -0.157
O 7.661 15.913 23.589 0.044 0.009 -0.29
O 1.07 10.031 31.039 0.15 -0.348 -0.315
O 6.638 2.788 26.594 -0.043 -0.11 -0.002
O 8.905 1.275 25.032 0.027 -0.157 0.027
O 8.091 7.468 26.889 0.079 -0.098 0.131
O 8.847 12.333 28.364 0.031 0.185 -0.266
O 4.747 7.929 29.019 0.053 -0.49 -0.111
O 3.401 9.62 27.513 -0.128 -0.023 -0.369
O 9.788 14.412 22.605 -0.149 0.15 -0.162
O 7.553 13.324 23.514 -0.024 0.041 0.257
O 15.72 13.077 23.491 0.154 -0.078 -0.293
O 11.178 15.978 24.155 -0.049 0.031 -0.193
O 13.398 1.016 23.788 -0.097 0.231 -0.166
O 13.544 2.723 20.851 -0.096 0.09 0.121
O 10.794 7.346 29.088 -0.302 0.075 0.011
O 10.03 3.423 23.775 -0.179 -0.042 -0.043
O 0.562 7.222 23.881 0.063 0.011 0.058
O 15.287 8.418 25.612 -0.178 -0.006 0.086
O 11.533 10.214 24.615 0.151 -0.012 0.001
O 9.357 9.597 23.215 0.133 -0.012 0.004
O 15.887 1.001 24.659 0.049 0.188 0.081
O 14.36 13.859 25.458 -0.074 0.083 -0.087
O 5.31 14.827 24.377 -0.037 -0.112 0.09
O 3.654 1.906 27.02 0.203 0.057 -0.171
O 6.26 3.455 29.141 0.127 0.018 0.076
O 9.668 3.455 26.259 0.039 0.057 -0.116
O 1.403 5.398 26.129 0.131 0.379 -0.052
O 15.117 5.328 27.883 0.077 0.113 -0.341
O 8.907 5.015 28.021 0.092 0.02 0.235
O -0.01 8.017 32.177 -0.4 -0.064 -0.151
O 2.487 11.711 26.336 0.25 0.237 -0.264
O 2.305 3.444 30.441 -0.149 -0.093 0.023
O 4.522 2.924 31.662 0.232 -0.164 0.351
O 6.994 2.072 23.426 0.216 -0.138 0.129
O 10.534 5.285 30.761 0.138 -0.243 -0.314
O 9.413 3.245 31.943 0.221 0.018 0.053
O 6.559 5.999 28.475 0.074 0.055 0.073
O 0.73 5.455 31.027 -0.241 -0.019 -0.119
O 6.472 7.91 31.027 -0.23 0.054 -0.272
O 7.813 10.098 26.815 -0.241 -0.06 -0.176
O 1.744 11.298 28.819 -0.158 -0.358 -0.103
O 4.858 10.079 30.529 -0.253 0.094 0.211
O 11.492 1.808 25.407 0.104 0.076 -0.066
O 12.992 16.069 26.097 -0.082 0.226 0.265
O 13.221 11.684 28.954 -0.094 -0.079 0.076
O 12.548 5.029 29.274 0.284 0.07 -0.018
O 1.463 0.591 26.346 0.095 -0.011 -0.046
O 5.811 1.016 28.435 0.155 -0.104 0.034
O 15.105 10.034 27.902 0.177 0.076 -0.07
O 12.311 12.079 26.502 0.19 0.102 0.086
O 9.052 8.099 30.922 0.03 -0.005 0.042
O 1.224 9.52 25.363 0.355 0.019 0.199
O 13.955 11.369 24.636 0.039 -0.107 -0.307
O 13.034 9.516 26.439 -0.053 -0.018 -0.079
O 6.259 0.553 25.465 -0.017 0.213 0.105
O 3.134 0.444 29.054 -0.161 -0.055 -0.003
O 6.752 15.488 0.323 0.062 0.045 -0.316
O -0.144 14.885 31.759 -0.007 -0.237 0.183
O 13.931 9.513 30.321 0.153 0.035 0.227
O 12.615 2.38 30.359 -0.002 -0.045 -0.019
O 1.207 12.618 31.085 -0.002 -0.051 0.268
O 15.655 11.548 29.868 0.192 0.295 0.032
O 0.482 7.254 27.941 -0.11 0.301 0.262
O 4.427 5.038 29.863 0.114 0.176 0.004
O 8.447 2.289 28.379 0.041 -0.113 0.023
O 10.967 3.141 28.485 -0.093 -0.005 0.243
O 5.718 12.621 30.701 0.025 0.246 0.116
O 4.339 11.836 28.52 0.007 -0.013 0.032
O 10.164 12.46 30.672 0.26 -0.091 -0.047
O 6.834 10.837 29.07 0.005 -0.238 0.42
O 12.632 7.085 30.883 0.286 -0.046 0.413
O 14.29 0.36 31.074 0 -0.165 0.252
O 13.629 14.115 27.873 -0.161 -0.087 0.017
O 9.389 9.762 28.907 0.16 -0.231 -0.02
O 8.024 5.713 31.528 -0.247 0.001 -0.32
O 11.343 9.369 30.73 0.156 0.183 0.003
O 13.823 3.051 28.143 0.003 0.077 -0.074
O 9.705 14.517 32.231 0.077 -0.061 0.339
O 9.613 14.87 29.705 -0.007 0.015 -0.061
O 11.243 13.398 28.428 -0.118 -0.107 -0.048
O 2.168 14.921 30.463 0.212 0.028 -0.373

Results
total energy: -108567.355 eV
total energy less fixed offsets of O -438.25, Si -107.07 eV per atom: 10.715 eV
